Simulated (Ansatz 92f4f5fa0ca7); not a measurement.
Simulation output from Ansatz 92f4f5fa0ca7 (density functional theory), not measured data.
Periodic cell of 144 atoms, Si90O54, from a study of silicon, its oxide and their interface. The atomic structure is a simulated model.

Settings: functional r2SCAN; potential files Ansatz norm-conserving; basis plane waves; wave-function cutoff 1300 eV; density cutoff ratio 4; exchange-correlation grid ratio 1; k mesh 2 x 2 x 1, shifted by 0.5 0.5 0.5 of a step; self-consistency stop 5e-08 eV per atom in the density residual; occupations Fermi-Dirac, 0.05 eV; spin none; net charge 0.

Cell vectors (angstrom)
a 11.54 0 0
b 0 11.54 0
c 0 0 18.8682

Atoms and the computed forces on them: element, x, y, z (angstrom), force x, y, z (eV/angstrom)
Si -0.6147 -0.0983 -0.232 -0.0546 -0.3194 -0.4024
Si -0.0884 3.7658 -0.0979 -2.5603 0.8846 -2.4382
Si -0.1408 8.5574 -0.4601 0.5216 -0.3397 0.772
Si 3.8139 -0.8274 -0.5066 -1.9697 1.3054 -1.7937
Si 3.0922 4.0078 -0.6541 -2.6638 3.5803 0.7561
Si 3.9454 7.7109 -0.2745 1.5273 0.34 2.3846
Si 7.6057 -0.5282 0.167 -0.5152 4.9269 -1.7759
Si 5.8673 3.3111 -0.8185 -0.353 -0.8553 -5.0743
Si 7.528 8.9221 0.4685 -3.1295 -4.4271 -3.4318
Si 1.7259 -0.2984 0.6507 0.225 -0.1018 1.3635
Si 1.8821 3.9303 1.2727 -0.6811 -0.6955 1.5635
Si 2.1866 7.2868 1.0772 -1.6038 2.1523 -0.4305
Si 5.4236 0.0201 1.1039 1.1298 0.0308 -0.9974
Si 6.9683 3.6521 1.1232 1.0072 1.1338 0.5687
Si 5.764 7.9993 1.7841 -1.588 1.3006 -2.3932
Si 9.2573 0.456 1.6756 0.676 -4.7843 -3.7056
Si 9.386 3.3434 1.1128 -0.6215 -0.1316 -0.1292
Si 10.2755 7.9155 1.4561 0.8006 1.1648 -0.0107
Si 1.9887 1.6903 2.6678 1.5242 0.3648 -2.2286
Si 2.189 5.7756 2.7459 -0.9651 -1.3053 -0.5931
Si 2.1276 9.3769 2.4168 -3.0581 0.9342 -2.6244
Si 5.7187 2.115 2.3072 0.2703 -1.3511 1.6698
Si 6.76 6.0604 2.0861 -0.4474 -1.8911 2.1549
Si 5.8525 10.0624 2.7707 0.5265 -1.1303 2.1765
Si 9.7748 1.9991 2.9629 -1.0223 2.2589 2.297
Si 10.0132 5.082 2.3044 1.3489 3.3937 2.7288
Si 10.2278 10.0596 2.8548 -2.2727 -1.1727 -1.0973
Si 0.2494 1.9903 4.0338 -1.2044 -0.5897 1.4477
Si 0.3041 5.7381 4.1421 -1.1381 0.0936 -0.0481
Si 0.3822 9.9278 4.2096 1.6181 -1.058 1.4171
Si 4.0685 1.711 4.0393 -0.6163 1.3825 -0.387
Si 4.2012 5.5038 3.7095 1.5865 0.2023 0.91
Si 3.6824 9.4674 3.8494 3.0249 1.0395 1.4617
Si 7.5952 1.9584 4.2599 0.7311 -0.3025 -2.2549
Si 8.2611 6.3003 4.0007 -0.5583 -2.8882 -1.3565
Si 8.1709 9.8832 4.0632 -1.316 2.5404 -0.5067
Si 0.1628 0.2539 5.7679 0.1719 -0.9408 -0.4942
Si 0.0442 3.8102 5.4291 1.5279 0.9174 -0.9119
Si 0.1111 7.8683 5.6607 0.2819 0.1498 -1.3947
Si 3.9638 -0.2847 5.3312 -0.2307 1.0517 0.2838
Si 4.165 3.7535 5.5078 0.6344 -0.249 -1.0701
Si 3.6926 7.5085 5.0325 1.5333 -0.5727 -0.0985
Si 7.6669 0.2623 5.7966 0.7255 -1.5484 -0.9346
Si 7.7027 3.9686 5.2183 0.019 2.4431 0.0402
Si 7.839 8.1429 5.3561 -1.1191 -0.8178 0.4679
Si 2.246 0.0014 6.9109 -1.1569 0.5387 1.604
Si 2.096 3.3113 6.4595 -0.6143 2.4194 -0.0156
Si 2.2184 7.1929 6.7545 -1.5364 2.5196 0.1722
Si 5.6445 0.402 6.8708 0.4516 -1.0804 2.0911
Si 6.1839 4.2459 7.0075 -1.3592 -1.1807 -1.1617
Si 5.5935 8.362 6.3062 0.247 -1.4543 -1.5304
Si 9.5819 -0.0197 7.1103 0.8767 1.9697 0.423
Si 9.603 4.3042 6.4562 -0.139 2.1071 -1.0703
Si 9.5647 8.3682 6.8404 1.1067 -1.4897 0.8216
Si 1.7304 2.3519 8.3816 1.2868 -1.4674 2.0602
Si 2.0201 5.3039 8.0053 0.3458 -0.9502 -1.1117
Si 2.1526 9.4137 8.1646 -1.412 -0.5275 -0.5856
Si 5.8999 2.3669 8.632 -2.3476 0.3385 -1.2226
Si 5.7919 6.4747 7.5627 0.6289 -1.8599 2.3564
Si 5.7918 9.5347 8.1861 -0.0419 1.1097 2.0095
Si 9.712 2.7384 7.8572 -0.9851 -4.4917 3.1852
Si 9.62 6.2034 7.9848 2.3526 -0.6985 -2.4521
Si 9.391 9.7352 8.8174 1.6248 -0.301 -0.8633
Si -0.3794 2.8712 9.6922 1.5141 -3.6567 0.5295
Si 0.0836 5.531 9.2058 -1.5773 3.1185 -0.6205
Si 0.0365 8.7762 9.4037 0.9351 0.6992 -0.1807
Si 3.7399 3.1032 9.8612 0.1752 -2.404 -1.473
Si 3.9643 5.8546 9.0816 -0.3884 1.3426 3.3401
Si 3.8037 8.9478 9.6886 0.4005 -0.7167 2.3575
Si 7.9286 2.801 9.4695 3.4109 2.2665 1.3028
Si 7.7754 6.152 9.0929 -1.7118 -3.9781 1.0171
Si 7.5789 8.7768 9.9705 0.2202 -2.4764 -4.46
Si -2.6568 12.037 16.3245 0.5819 -0.3806 -1.8246
Si 2.9753 -1.6152 12.8333 2.8597 4.6624 0.729
Si 9.7518 1.8192 11.9579 2.6899 0.9417 -0.9499
Si 6.5307 10.1091 12.5458 9.5462 5.9762 -8.045
Si 3.407 1.6074 12.4632 -6.0711 0.5525 -3.6124
Si 5.1212 0.5192 16.3366 1.2118 -3.463 0.9174
Si 1.3342 3.2714 14.0868 -1.519 1.9364 -2.2375
Si 11.9033 8.8261 12.452 -4.7437 -0.8156 4.6555
Si 1.8834 5.0738 15.8935 -2.7112 2.2272 2.389
Si -1.6959 6.1964 16.8022 1.5675 -4.9812 8.3693
Si 8.4348 2.8522 14.1995 0.3798 1.0251 6.0726
Si -2.2379 10.6446 13.3269 -0.2861 0.0735 3.2117
Si 4.8753 9.4273 14.9013 4.857 2.8388 0.9517
Si 1.1064 2.7995 16.5152 -2.0811 -0.478 2.1667
Si 5.7148 1.3047 13.4744 4.1392 4.3269 1.1146
Si -0.1716 6.2595 14.4144 5.4671 -1.0167 -2.3729
Si 7.4373 5.0231 15.9969 -0.5474 -1.6956 2.9381
Si 6.0887 7.4689 16.817 -1.0216 1.5458 4.3889
O -0.0987 2.2006 -0.8734 2.1035 2.0039 -2.2455
O 2.5612 5.5367 -1.5329 1.275 -3.3224 -0.3482
O -0.4772 4.9544 -1.3213 0.5007 -1.8157 1.4234
O -1.0912 -4.3121 -1.0314 -0.7967 2.3445 -1.5828
O -0.7212 6.3068 1.4254 -2.1013 0.9193 0.7543
O -1.2182 11.3578 -1.8013 -1.4825 1.7667 0.3371
O 5.256 1.7232 -1.4814 1.4331 2.5918 2.3079
O 3.7251 -0.2016 -2.1672 -0.034 0.1348 3.1174
O 3.8619 -2.3773 -1.0472 -0.0572 -1.0688 1.1699
O 4.5983 4.3016 -0.3976 2.1005 -1.9107 -0.5239
O 2.4528 2.7049 -1.2818 -0.2868 -1.9948 -2.5831
O 5.1255 6.7167 -0.7913 0.0559 1.8515 -2.8508
O 8.6426 -3.4269 1.1749 2.8602 -2.0407 0.8968
O 1.7312 -2.4414 -5.6656 -1.7193 -1.1659 -0.1204
O 6.3721 3.9193 -2.3519 -1.0345 -0.6486 2.9257
O 6.6674 6.4207 -2.9668 2.4157 -3.768 -3.5933
O 7.5815 11.7108 -1.4985 2.2048 -0.4955 1.2674
O 7.3869 7.988 -1.2037 -0.5081 2.0405 1.1922
O -0.0947 4.3153 10.2807 0.2275 2.7088 0.6464
O -0.259 1.9502 11.1825 -2.5756 0.3937 -0.8631
O -3.894 7.1254 10.3752 0.1446 2.7628 0.3292
O 0.5122 9.1725 10.9525 -0.2464 0.6384 -0.8869
O -3.5431 9.8085 13.0929 0.5752 -0.6104 0.4592
O 2.8567 0.0284 12.5622 0.1154 3.284 1.5029
O 3.6291 1.7676 10.8316 -0.3733 0.7573 0.4133
O 3.5518 7.2965 10.1137 1.1839 0.0767 -1.7669
O 4.0123 4.6282 10.406 0.2512 0.8595 -1.6304
O 3.8647 9.7883 11.5285 0.3081 -3.2841 -3.7549
O 8.748 2.1047 10.8136 -3.4029 1.4478 -3.448
O 8.1099 4.5369 9.827 -1.8013 -0.0374 -0.9812
O 11.4598 7.1803 9.7086 0.5926 -1.8013 0.1165
O 7.0193 9.6538 11.0416 -3.2426 2.5278 2.7637
O 9.5708 14.4837 13.1231 1.6684 -0.4145 -0.3329
O -2.5294 11.183 14.8302 -0.0894 1.7456 3.5628
O 3.5363 -1.457 14.4343 -0.6898 -1.0107 -1.3235
O 5.0555 1.2028 14.9409 0.4785 -0.015 -2.5771
O 9.2808 0.4347 12.5074 0.9128 -0.0353 -1.1579
O 6.1568 11.6902 12.4842 -0.8297 -0.2788 -0.0802
O 5.0558 8.143 15.7735 -0.8808 -1.4196 -0.1651
O 0.0713 4.5484 14.1084 1.7001 0.5701 -0.6872
O 1.9973 2.7264 12.7176 1.5579 -1.7713 0.672
O 0.7051 2.0119 14.9745 1.5904 1.4771 2.39
O 5.9938 -1.182 15.9373 -3.194 2.6859 -1.58
O 4.6857 2.4717 12.8921 1.2755 -2.0082 1.2457
O 2.5591 4.1748 14.7362 1.5465 0.5403 -0.5999
O -2.9474 13.7085 15.9555 1.4802 -2.4401 -2.3894
O 5.6498 9.402 13.3407 -9.6274 -8.0656 9.7889
O -1.4208 6.1014 15.3296 -1.6112 1.6561 -3.6132
O -0.9225 9.8049 13.2329 3.5777 -2.2005 -1.952
O 7.2552 2.1124 13.6074 -5.3043 -2.7878 -1.3917
O 8.042 4.3219 14.7498 0.9416 0.481 -2.5999
O 1.162 6.642 15.5234 -1.0492 -3.3652 -2.1278
O -0.1334 7.2972 13.0856 0.1753 -0.2664 0.8054
O -2.9169 5.113 17.1847 -0.6678 2.6969 -1.601

Results
free energy: -35612.841 eV
free energy less fixed offsets of O -463.61, Si -117.95 eV per atom: 37.599 eV
pressure: -1.74 GPa
stress xx, yy, zz, yz, xz, xy (GPa, positive in tension): -0.63, 4.12, 1.75, -0.04, -0.2, -1.36

The program warned: the forces do not sum to zero within the program's tolerance.
